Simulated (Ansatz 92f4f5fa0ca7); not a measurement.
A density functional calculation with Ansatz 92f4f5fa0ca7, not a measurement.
Periodic cell of 200 atoms, Si117O83, from a study of silicon, its oxide and their interface. The atomic structure is a simulated model.

Settings
functional: r2SCAN
potential files: Ansatz norm-conserving
basis: plane waves
wave-function cutoff: 1300 eV
density cutoff ratio: 4
exchange-correlation grid ratio: 1
k mesh: 2 x 2 x 1, shifted by 0.5 0.5 0.5 of a step
self-consistency stop: 5e-08 eV per atom in the density residual
occupations: Fermi-Dirac, 0.05 eV
spin: none
net charge: 0

Cell vectors (angstrom)
a	11.5403	0	0
b	0	11.5403	0
c	2.4242	-0.1085	26.3467

Atoms and the computed forces on them: element, x, y, z (angstrom), force x, y, z (eV/angstrom)
Si	0.8957	12.0904	0.0445	0.355	0.1357	-0.0149
Si	3.4313	3.6817	0.3674	-0.3115	-0.1179	-0.2449
Si	3.5889	6.8693	-2.1958	0.3373	0.1527	-0.5886
Si	5.7768	9.4963	2.9768	-0.052	0.2098	-0.0767
Si	7.6354	2.2838	-0.4623	-0.074	-0.0944	-0.2092
Si	6.7153	7.6531	1.7844	-0.5623	0.0017	-0.7393
Si	5.3914	0.0484	-0.5788	-0.0967	-0.2129	0.4719
Si	7.1943	3.7715	-3.0684	-0.1485	0.1076	-0.1729
Si	5.9128	8.5354	-1.213	-0.1936	0.0647	-0.1041
Si	4.8751	-0.1668	1.7248	-0.0675	-0.0279	-0.2152
Si	5.9132	5.5824	2.8248	0.0199	0.0572	0.0789
Si	2.6147	5.8498	-0.3701	0.0078	0.1175	0.069
Si	11.0067	4.1454	1.1777	0.2285	0.286	-0.1416
Si	10.4329	1.8226	0.9336	-0.6028	-0.057	-0.31
Si	9.2271	7.7641	1.967	0.197	0.0102	0.0924
Si	13.8939	-0.1158	1.8572	0.1595	-0.238	-0.0163
Si	13.2419	3.7132	2.0047	0.1098	-0.193	0.0161
Si	13.1722	7.5016	1.7919	0.5847	0.1364	0.2195
Si	5.6116	1.7046	2.9962	0.0211	-0.0529	0.2203
Si	5.5655	3.5951	1.5498	0.54	-0.2283	-0.2413
Si	0.112	10.3094	-1.3164	-0.0242	-0.2408	-0.3217
Si	9.7713	0.8566	3.0401	-0.0948	-0.0978	0.1981
Si	9.8606	5.6327	2.9358	-0.1235	-0.036	0.1023
Si	9.6514	9.8154	3.2432	-0.0441	0.0893	0.0123
Si	13.4714	1.7046	3.2468	-0.0107	0.2416	0.1965
Si	13.4913	5.6558	3.266	-0.0901	-0.0497	-0.066
Si	13.5279	9.438	3.0854	0.0545	0.1097	-0.0663
Si	3.8639	1.7396	4.5674	-0.0997	0.1079	0.0831
Si	4.0243	5.6009	4.3882	-0.0851	0.0573	-0.0579
Si	3.92	9.3794	4.4412	-0.0917	-0.0281	0.0002
Si	7.7232	1.5534	4.2193	-0.0532	0.0673	-0.329
Si	7.809	5.4026	4.212	0.0891	-0.0866	0.0342
Si	7.6419	9.5363	4.4168	0.0641	0.2116	0.1215
Si	11.5233	1.5584	4.5264	0.2015	-0.0896	-0.0279
Si	11.5754	5.5745	4.5495	0.0811	-0.0118	0.1069
Si	11.6238	9.4575	4.4795	0.0835	-0.1144	-0.0135
Si	3.8617	-0.2443	5.8711	0.0683	0.0577	0.0203
Si	3.9037	3.6826	5.8548	0.0619	-0.0777	0.0135
Si	3.9704	7.4884	5.7898	-0.0285	0.0413	0.108
Si	7.6392	-0.1716	5.8225	0.0693	-0.252	0.1726
Si	7.7803	3.5031	5.6186	-0.051	0.1177	0.08
Si	7.6864	7.4406	5.527	0.0698	-0.0413	0.069
Si	11.6464	-0.2725	5.9609	-0.1056	-0.0013	0.1179
Si	11.563	3.5787	5.8119	-0.0597	-0.0299	-0.0733
Si	11.633	7.5303	5.8208	-0.0686	0.0401	0.0198
Si	5.7764	11.3013	7.2386	0.0058	0.054	0.0456
Si	5.8962	3.5649	7.1082	-0.0244	0.0332	0.005
Si	5.8944	7.4674	7.1197	-0.0296	-0.0448	0.0554
Si	9.6005	11.2799	7.1312	0.0805	0.146	-0.1139
Si	9.6274	3.5981	7.0987	0.0168	-0.0885	0.0856
Si	9.5673	7.5289	6.9062	0.1055	0.1163	-0.0193
Si	13.5373	11.3044	7.3614	-0.0359	-0.0206	-0.0098
Si	13.4832	3.6504	7.2413	0.0044	-0.0701	0.0195
Si	13.6022	7.526	7.1714	-0.0448	-0.0274	-0.0245
Si	5.8001	1.6842	8.5758	-0.0677	-0.1079	0.087
Si	5.9277	5.5105	8.444	0.1171	-0.0057	-0.042
Si	5.8468	9.3578	8.5937	-0.0345	0.0506	-0.0017
Si	9.5929	1.653	8.4608	0.0893	0.0946	0.119
Si	9.6928	5.6656	8.2545	-0.1043	-0.0491	-0.1286
Si	9.5868	9.3171	8.4024	-0.0517	-0.1518	-0.0931
Si	13.4508	1.7272	8.7008	-0.095	0.0135	0.3099
Si	13.6125	5.636	8.5463	-0.0089	0.0005	0.1098
Si	13.5555	9.3422	8.7059	0.3857	0.2276	0.059
Si	3.9126	1.7062	9.9974	0.1517	0.0092	-0.2861
Si	4.0598	5.5413	9.8903	0.138	0.1433	-0.2084
Si	3.9961	9.349	10.1274	0.0056	-0.3766	-0.0195
Si	8.2589	3.6452	10.9763	-0.2562	0.213	-0.163
Si	7.9028	5.5623	9.7152	-0.1416	0.154	0.0553
Si	7.7945	9.3211	9.9201	0.0479	-0.2389	0.016
Si	11.3591	1.5186	10.0203	-0.0933	-0.0215	-0.3041
Si	11.5677	5.9874	9.6373	-0.0453	0.3506	0.2019
Si	10.7161	10.9941	11.1565	0.2913	0.4607	-0.0324
Si	4.0968	3.6683	11.2829	-0.822	-0.0057	-0.3085
Si	-0.9492	3.4259	11.2701	0.379	-0.0847	-0.3393
Si	3.9156	11.3386	11.4111	-0.8438	0.1588	-0.103
Si	8.1654	11.1899	11.2653	-0.2683	-0.2329	0.2683
Si	7.7426	1.6029	9.9297	0.193	0.1179	-0.0368
Si	7.6391	7.3526	11.2632	-0.1028	-0.0797	0.2174
Si	12.4831	10.8638	12.6539	0.0207	0.0418	0.6149
Si	5.7209	0.3417	12.8784	0.4032	-0.1293	0.4453
Si	11.4684	9.1385	9.7914	-0.3589	-1.0436	0.0345
Si	5.9414	3.406	12.7397	0.6492	0.0653	0.7504
Si	3.0706	6.5155	14.2073	0.3335	0.2468	0.2827
Si	4.4835	7.3248	11.3991	0.2975	0.0544	0.3172
Si	6.3598	4.0581	15.8019	-0.0184	0.1862	0.4548
Si	10.9368	4.0935	13.4241	0.106	-0.013	0.6412
Si	9.7962	6.7876	13.6466	-0.1375	0.2026	-0.1949
Si	12.226	8.437	14.3124	0.0559	0.0432	0.1841
Si	2.095	5.1094	18.3889	0.0528	0.1608	0.1113
Si	13.9262	3.572	13.6707	-0.2798	-0.0272	0.2733
Si	10.5957	6.2436	18.0227	0.0539	-0.0499	0.288
Si	9.1666	5.2952	15.2916	0.0052	-0.0263	0.4501
Si	10.403	6.7759	23.3629	-0.0336	-0.1354	-0.1857
Si	7.3493	2.4196	18.1215	-0.0267	0.0578	0.1301
Si	0.7533	-0.5837	22.4741	-0.0713	0.0601	-0.0408
Si	1.0428	12.061	17.4952	-0.1916	-0.2324	0.2409
Si	5.1897	1.6041	25.3217	-0.0304	0.1167	-0.31
Si	3.803	8.4372	22.9506	-0.0472	-0.2437	-0.1175
Si	10.8343	8.7235	21.1418	-0.1446	-0.1953	0.0144
Si	14.1609	5.6266	25.7294	0.0937	0.0404	-0.0373
Si	4.518	9.5374	20.123	0.0012	-0.0482	-0.1945
Si	2.7797	2.0546	17.7444	0.6898	0.7337	0.3309
Si	13.2058	-1.6365	19.8397	0.0932	-0.1961	-0.2192
Si	3.8063	1.0497	15.0768	0.0403	-0.1026	0.579
Si	4.9267	1.108	19.7779	0.0171	-0.1126	-0.0636
Si	6.5875	7.7516	18.6072	-0.0597	-0.07	-0.0004
Si	1.9711	7.6476	26.8784	0.0318	0.4114	-0.6987
Si	-0.3706	1.9599	21.2429	-0.0978	0.0725	0.1334
Si	1.3277	11.0166	15.4701	-0.1926	-0.4072	-0.4318
Si	4.6149	2.6675	22.3356	0.0853	0.1638	0.1318
Si	9.9382	12.1837	18.5581	-0.0583	0.0666	-0.0009
Si	1.9387	4.0523	21.2879	-0.1162	0.1858	0.0288
Si	8.1937	5.1643	19.5554	0.0047	0.0902	0.0675
Si	4.5234	6.3166	16.8098	-0.0425	0.2308	0.1563
Si	1.7186	6.2521	23.5822	-0.1642	-0.1068	-0.2299
Si	9.3629	9.0261	18.6579	-0.0719	-0.1	0.2187
Si	7.1253	4.4902	22.4404	0.1458	0.14	0.0792
O	0.8362	2.9556	20.7713	-0.0193	-0.0505	0.1221
O	6.9405	3.2902	0.615	-0.3358	0.0578	0.1236
O	6.2308	7.8474	0.2131	0.2116	-0.0521	0.2281
O	4.412	8.1664	-1.679	0.1045	-0.1789	0.0944
O	9.0431	1.6389	0.0192	0.1851	0.1703	0.1869
O	3.7476	9.4347	24.2272	-0.223	0.1072	0.148
O	2.6176	3.6878	12.0725	0.2129	0.0298	0.2317
O	11.4281	4.7248	10.6467	-0.0777	-0.1902	0.0674
O	11.4694	7.5039	10.3551	-0.0437	0.2976	-0.3687
O	12.3479	3.5427	14.0307	0.1033	0.1916	-0.1668
O	5.2179	0.5232	14.4465	0.0144	0.14	-0.4592
O	3.9084	1.7159	16.5757	-0.2659	-0.1128	-0.3229
O	5.7723	3.6583	14.3489	-0.0157	-0.1397	-0.4496
O	7.0991	10.9933	12.5984	0.1248	0.4828	-0.3808
O	7.3596	4.1151	12.322	-0.1145	-0.4086	-0.0923
O	6.0909	7.3134	11.8901	-0.3075	0.0115	-0.5648
O	8.7097	7.2911	12.5189	0.217	-0.0961	0.0819
O	12.1213	11.5884	14.1036	0.3606	-0.3614	0.0225
O	6.2211	1.8274	12.4396	-0.1917	0.0446	0.26
O	12.6924	9.2531	12.9777	-0.0583	0.1624	0.0842
O	10.6402	8.0689	14.2267	0.2522	-0.1478	-0.2867
O	5.6634	3.8938	22.1467	-0.0515	-0.1559	0.0415
O	4.6489	2.1304	23.8607	0.1641	0.0405	0.0418
O	13.3512	-0.7994	21.24	-0.2201	-0.0839	-0.005
O	6.6085	1.0871	-0.8253	0.0142	0.1565	-0.0357
O	3.6187	7.0382	12.7706	0.0553	-0.047	0.007
O	-0.4769	-1.6403	22.2491	0.2709	0.0038	-0.1476
O	2.4796	7.385	-3.2519	0.0225	0.1048	0.2
O	9.7332	5.6121	19.272	-0.0564	0.0548	-0.2871
O	2.3952	7.5828	22.8444	0.1045	-0.0955	0.2214
O	0.1841	0.9297	22.3734	0.036	-0.1011	-0.1454
O	5.9234	-1.3794	-1.1592	0.0208	-0.1104	-0.1139
O	6.1817	1.7714	19.0207	-0.0538	0.0325	-0.0199
O	0.2708	6.7552	24.168	0.1031	-0.0572	-0.2373
O	10.0085	5.6236	16.6544	-0.176	-0.0704	-0.3183
O	5.6041	7.3885	17.378	-0.0148	-0.1771	0.0767
O	7.1774	6.3695	19.1979	0.1113	0.025	-0.0991
O	4.074	6.981	15.3978	-0.202	-0.2702	-0.1839
O	7.8287	8.7226	18.1841	0.153	-0.0813	0.1126
O	10.0799	2.9381	21.9113	0.1248	-0.0169	0.2161
O	3.0811	2.1963	14.1806	0.1252	0.0911	-0.169
O	7.6036	5.0947	15.664	0.1068	-0.3496	-0.0976
O	7.9476	3.1285	-1.8066	-0.072	-0.095	0.1579
O	9.8013	3.922	14.6032	-0.054	0.2933	0.0617
O	10.9177	5.7162	13.0722	-0.0691	0.0715	0.1497
O	6.8223	2.7188	16.6134	-0.0635	0.2796	-0.1319
O	2.2811	3.6301	17.6998	0.0162	-0.2997	0.0418
O	10.7067	7.2819	21.851	-0.0161	0.2109	0.1933
O	5.2124	4.8559	16.6326	0.1502	-0.1074	-0.1895
O	4.9821	11.0301	19.6787	-0.1458	0.0614	0.1388
O	3.081	9.2341	19.4021	-0.0437	0.3038	0.2614
O	-0.5924	9.1762	-0.38	0.2515	-0.5742	0.3938
O	5.6762	8.5005	19.71	-0.0799	0.0903	-0.006
O	5.5724	3.5526	-3.0043	0.1735	0.1878	-0.0952
O	3.0131	4.9025	14.3549	-0.0311	-0.2015	-0.3145
O	5.0018	1.451	21.3545	-0.0743	0.1487	-0.0413
O	2.3513	4.937	19.9915	-0.0792	-0.1818	-0.0365
O	12.4963	9.4175	15.5958	0.0202	0.187	-0.415
O	0.561	8.7364	20.1047	-0.0403	0.3556	0.1859
O	9.7718	10.5691	18.3141	-0.0088	0.0849	0.1181
O	12.7303	-0.6325	18.6679	-0.0297	0.266	-0.1599
O	7.96	4.8085	21.1018	-0.0908	-0.0813	0.0852
O	13.1327	7.1115	14.4739	-0.0443	0.0625	-0.1681
O	13.9219	11.4188	12.1049	0.1545	-0.1795	-0.1042
O	1.4575	-0.7981	23.913	0.0675	-0.0613	-0.0101
O	4.0046	0.6153	-1.2759	-0.0536	0.3555	0.1522
O	2.9285	-0.3185	15.1731	-0.0047	0.2184	-0.0134
O	3.2368	6.1092	17.7943	0.0357	-0.1635	-0.1546
O	1.4252	5.0794	22.458	0.1394	0.0925	0.0058
O	12.1628	5.7918	18.1508	-0.0603	-0.0652	-0.0131
O	10.4455	12.6345	20.0599	0.0375	-0.0378	-0.1613
O	-0.4465	12.7333	17.5539	-0.0159	-0.3013	0.3297
O	9.8756	5.2576	23.2805	-0.0126	-0.0469	0.0253
O	8.5573	1.3524	18.1425	0.0964	0.0523	0.0536
O	4.6084	5.9738	-3.077	-0.2259	-0.1098	0.1257
O	3.563	1.7519	19.1593	-0.0304	-0.0901	-0.1714
O	14.4416	7.1214	0.7297	-0.8599	-0.3512	-0.0077
O	4.2363	9.357	21.7016	-0.1095	-0.0747	0.0448
O	6.9678	7.9211	-2.2773	-0.0119	0.0771	0.1153
O	9.4636	8.9308	20.2907	0.2537	0.0287	-0.226
O	3.1613	3.2399	21.9541	0.1009	-0.0336	0.0108
O	7.8481	3.8392	18.7097	-0.0501	-0.1187	-0.114
O	10.3475	7.8723	18.0167	-0.1317	-0.0169	0.0259

Results
free energy: -52303.950 eV
free energy less fixed offsets of O -463.61, Si -117.95 eV per atom: -24.170 eV
pressure: -2.53 GPa
stress xx, yy, zz, yz, xz, xy (GPa, positive in tension): 3.12, 3.36, 1.12, -0.09, -0.08, -0.7
